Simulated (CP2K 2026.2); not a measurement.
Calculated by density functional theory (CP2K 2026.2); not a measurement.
Periodic cell of 503 atoms, Si360O143, from a study of silicon, its oxide and their interface. The atomic structure is a simulated model.
Doubt: the forces sum to 1.18 eV/angstrom along one axis rather than to zero, so they err by at least 0.0024 eV/angstrom per atom on average; the grid cutoff is modest.

Settings
functional: PBE
method: Gaussian and plane waves
basis set: DZVP-MOLOPT-SR-GTH
pseudopotentials: GTH-PBE
grid cutoff: 350 Ry, relative cutoff 50 Ry
k points: Gamma only
occupations: fixed
spin: none
net charge: 0

Cell vectors (angstrom)
a	16.32	0	0
b	0	16.32	0
c	-7.6364	-5.1073	33.7864

Atoms and the computed forces on them: element, x, y, z (angstrom), force x, y, z (eV/angstrom)
Si	14.456	15.402	1.541	-0.003	-0.014	-0.018
Si	0.888	1.928	1.476	-0.241	0.069	0.544
Si	15.461	3.571	1.404	-0.039	-0.016	0.019
Si	1.947	6.358	1.58	-0.078	-0.195	0.631
Si	14.456	10.122	1.447	-0.244	0.086	0.659
Si	1.747	11.738	1.515	0.003	-0.026	-0.013
Si	4.486	14.408	1.292	0.016	-0.053	-0.016
Si	7.202	0.91	1.238	-0.384	0.393	0.104
Si	3.59	4.617	1.555	-0.003	0.107	0.573
Si	7.264	6.442	1.422	-0.019	0.005	-0.106
Si	3.52	10.027	1.677	-0.038	0.028	0.013
Si	6.254	12.705	1.406	-0.076	-0.018	-0.047
Si	9.42	14.972	1.402	0.088	-0.09	0.664
Si	12.815	0.825	1.647	0.046	0.024	0.005
Si	8.931	4.663	1.465	-0.166	0.091	0.575
Si	11.689	7.354	1.503	-0.092	0.154	0.711
Si	10.02	9.054	1.598	-0.021	-0.019	-0.022
Si	12.693	11.851	1.529	0.175	-0.236	0.512
Si	-0.055	0.096	2.7	0.015	-0.013	-0.061
Si	2.668	2.807	2.741	0.013	-0.015	-0.056
Si	0.057	5.39	2.635	-0.021	0.003	-0.05
Si	2.688	8.183	2.859	0.018	-0.012	-0.017
Si	-0.038	10.873	2.777	-0.059	-0.036	-0.031
Si	2.782	13.508	2.705	-0.007	-0.001	-0.043
Si	5.482	-0.114	2.537	-0.021	0.001	-0.056
Si	8.12	2.706	2.599	0.022	-0.025	-0.02
Si	5.475	5.494	2.69	-0.006	-0.023	0.037
Si	8.218	8.117	2.773	0	0.034	-0.019
Si	5.328	11.011	2.805	0.048	0.024	-0.018
Si	8.07	13.559	2.697	0.062	-0.057	-0.047
Si	10.939	-0.09	2.727	-0.015	-0.043	0.008
Si	13.75	2.654	2.788	0.015	0.025	0.01
Si	10.779	5.52	2.691	0.033	-0.016	-0.07
Si	13.537	8.275	2.667	0.029	-0.006	-0.083
Si	10.972	10.829	2.795	0.02	0.044	-0.011
Si	13.601	13.609	2.809	-0.02	-0.03	0.017
Si	15.015	1.356	4.252	0.015	0.033	-0.07
Si	1.356	4.126	4.174	-0.03	0.024	-0.031
Si	14.945	6.805	3.923	-0.02	0.017	0
Si	1.232	9.454	4.172	0.005	0.039	-0.01
Si	15.043	12.322	4.149	-0.033	-0.03	-0.003
Si	1.377	14.978	3.942	-0.012	-0.019	0.015
Si	4.098	1.319	3.908	0.03	-0.001	-0.017
Si	6.735	4.002	4.038	0.021	0.03	-0.051
Si	4.181	6.88	4.125	0.004	-0.025	-0.016
Si	6.789	9.557	4	-0.043	-0.025	0.01
Si	4.042	12.282	4.257	-0.012	0.01	-0.028
Si	6.794	14.967	4.084	-0.027	0.025	-0.004
Si	9.57	1.402	3.978	-0.028	-0.007	0.004
Si	12.242	4.09	3.938	-0.041	-0.008	0.024
Si	9.507	6.786	4.218	-0.004	0.057	-0.051
Si	12.297	9.543	4.222	-0.011	-0.017	-0.01
Si	9.486	12.194	4.02	0.013	0.027	0.026
Si	12.186	14.882	4.178	0.007	0.007	-0.028
Si	13.585	-0.037	5.487	0.016	0	-0.025
Si	0.039	2.746	5.544	0.028	0.022	0.022
Si	13.593	5.45	5.331	0.017	0.021	0.012
Si	-0.089	8.085	5.47	-0.024	-0.029	0.029
Si	13.662	10.936	5.501	-0.013	-0.022	0.008
Si	0.075	13.676	5.453	0.019	0.004	0.023
Si	2.738	0	5.332	0.009	0.007	0.029
Si	5.398	2.656	5.386	-0.013	0.011	0.037
Si	2.769	5.492	5.446	-0.013	-0.008	0.038
Si	5.502	8.221	5.469	0.002	0.022	0.047
Si	2.653	10.849	5.486	0.006	-0.009	-0.032
Si	5.451	13.647	5.511	0.022	0.001	-0.023
Si	8.186	0.039	5.375	0.012	0.024	-0.022
Si	10.912	2.74	5.368	0.016	-0.016	0.011
Si	8.115	5.366	5.443	0.008	-0.007	-0.01
Si	10.898	8.161	5.519	0.007	-0.008	0.013
Si	8.152	10.862	5.414	-0.01	0.003	0.009
Si	10.809	13.54	5.466	-0.026	-0.019	0.033
Si	-1.339	14.965	6.826	0.017	-0.01	0.007
Si	1.419	1.343	6.796	0.022	-0.003	-0.001
Si	-1.385	4.119	6.786	-0.035	0.035	-0.003
Si	1.357	6.796	6.81	0.002	0	0.004
Si	-1.365	9.51	6.84	0.004	-0.001	0.014
Si	1.358	12.259	6.832	-0.008	0.015	0.003
Si	4.066	15.009	6.8	-0.032	0.007	0.009
Si	6.804	1.355	6.762	0.001	-0.007	0.005
Si	4.084	4.058	6.772	-0.01	0.009	-0.01
Si	6.813	6.788	6.801	-0.011	0.018	0.012
Si	4.077	9.529	6.817	0.012	-0.026	0.004
Si	6.815	12.241	6.804	0.019	-0.033	-0.002
Si	9.492	14.971	6.781	0.004	-0.006	0.002
Si	12.23	1.372	6.782	-0.015	0.039	0.007
Si	9.532	4.05	6.775	0.001	-0.004	0.001
Si	12.271	6.772	6.8	0.035	-0.013	-0.022
Si	9.507	9.525	6.818	-0.011	0.028	0.004
Si	12.225	12.238	6.828	-0.004	-0.009	0.002
Si	0.025	0.012	8.162	-0.007	-0.002	0.005
Si	2.743	2.717	8.165	0.004	-0.002	0.013
Si	-0.008	5.443	8.167	0.008	-0.014	0.001
Si	2.716	8.163	8.167	0.002	0.002	0.006
Si	0.001	10.883	8.179	-0.004	-0.004	-0.001
Si	2.731	13.62	8.166	0.013	-0.001	0.004
Si	5.445	0.02	8.155	-0.008	-0.001	0.011
Si	8.164	2.706	8.139	-0.004	0.002	0
Si	5.435	5.428	8.141	0.012	0.001	0.001
Si	8.164	8.148	8.168	0.013	-0.024	0.004
Si	5.442	10.891	8.166	-0.008	0.01	0
Si	8.159	13.609	8.165	-0.009	0.012	0.006
Si	10.869	0.004	8.138	-0.003	0	-0.003
Si	13.589	2.738	8.142	0.007	-0.014	0.003
Si	10.887	5.419	8.143	-0.014	0.012	0.005
Si	13.595	8.148	8.184	-0.015	0.023	0.002
Si	10.872	10.875	8.182	-0.001	-0.014	0.009
Si	13.602	13.603	8.168	0.003	-0.005	0.006
Si	-1.36	1.364	14.969	-0.005	-0.008	-0.003
Si	1.36	4.07	14.953	-0.006	0.005	-0.008
Si	-1.361	6.814	14.952	-0.004	0.002	-0.009
Si	1.363	9.546	14.954	0.005	-0.011	-0.008
Si	-1.356	12.249	14.975	0.004	0.016	0.001
Si	1.349	-1.37	14.975	-0.023	0.005	0
Si	4.057	1.341	14.949	0.01	-0.001	-0.013
Si	6.806	4.078	14.936	-0.003	-0.022	-0.001
Si	4.09	6.797	14.957	-0.009	0.016	-0.005
Si	6.795	9.502	14.954	-0.008	0.022	-0.007
Si	4.065	12.24	14.971	0.008	-0.008	-0.008
Si	6.795	-1.367	14.948	0	-0.002	-0.012
Si	9.521	1.344	14.957	-0.002	0.006	-0.004
Si	12.238	4.071	14.944	-0.005	0.011	-0.007
Si	9.518	6.805	14.946	0.006	0.004	-0.005
Si	12.26	9.544	14.974	0.007	-0.011	-0.009
Si	9.542	12.237	14.96	0	-0.016	-0.001
Si	12.241	-1.355	14.965	0.006	-0.008	-0.005
Si	-2.738	0.022	16.329	-0.021	0.022	0.005
Si	0.003	2.722	16.331	0.03	0.001	-0.011
Si	-2.73	5.447	16.291	-0.011	0.014	-0.011
Si	-0.005	8.194	16.296	-0.003	0.009	-0.011
Si	-2.715	10.918	16.361	0.01	-0.024	0.003
Si	0.017	13.576	16.355	0.029	-0.025	0.011
Si	2.695	-0.006	16.335	0.028	-0.01	0.006
Si	5.447	2.692	16.266	-0.012	0.006	-0.017
Si	2.724	5.43	16.3	0.017	0.007	-0.007
Si	5.462	8.13	16.334	0.022	-0.03	0.008
Si	2.685	10.912	16.349	-0.028	0.009	0.03
Si	5.428	13.608	16.314	-0.006	-0.007	-0.006
Si	8.158	-0.025	16.313	0.002	-0.002	-0.011
Si	10.91	2.682	16.304	0.018	-0.014	0.003
Si	8.134	5.465	16.302	-0.015	0.022	0.009
Si	10.898	8.159	16.297	-0.011	0.008	-0.013
Si	8.164	10.869	16.287	0.012	0.004	-0.009
Si	10.904	13.592	16.334	-0.006	-0.002	-0.004
Si	-1.371	-1.36	17.633	0.005	0.019	-0.027
Si	1.391	1.399	17.709	-0.049	-0.009	0.04
Si	-1.429	4.047	17.65	-0.003	0.008	-0.008
Si	1.295	6.764	17.612	0.024	0.003	0.015
Si	-1.277	9.61	17.696	0.022	0.014	-0.016
Si	1.356	12.254	17.816	0.006	-0.004	-0.036
Si	4.012	-1.415	17.694	-0.027	-0.023	-0.025
Si	6.722	1.279	17.639	0.001	0	0.034
Si	4.157	4.096	17.62	0.006	0.016	-0.05
Si	6.797	6.775	17.769	-0.024	0.029	-0.01
Si	4.069	9.51	17.614	-0.001	-0.008	-0.038
Si	6.859	12.288	17.626	0.002	-0.021	0.011
Si	9.567	-1.338	17.673	0.008	-0.013	-0.014
Si	12.237	1.354	17.757	-0.004	0.013	-0.007
Si	9.527	4.077	17.56	0.015	0.012	-0.006
Si	12.301	6.854	17.663	0.002	-0.004	0.008
Si	9.484	9.465	17.636	-0.001	-0.031	-0.051
Si	12.213	12.234	17.753	0.004	0.03	0.053
Si	-0.026	-0.005	18.977	0.037	-0.021	-0.008
Si	2.839	2.795	19.003	0.033	-0.03	0.024
Si	-0.109	5.424	18.973	-0.007	0.048	0.016
Si	2.688	8.111	18.907	0.019	0.023	0.024
Si	0.02	10.906	19.231	-0.008	-0.016	-0.02
Si	2.72	-2.715	19.208	-0.013	-0.02	-0.022
Si	5.336	-0.081	19.047	0.025	0.027	0.025
Si	8.132	2.697	18.83	-0.009	0.026	0.036
Si	5.441	5.368	19.128	-0.027	-0.015	-0.001
Si	8.206	8.132	19.104	0.016	0.019	-0.005
Si	5.475	10.899	18.881	0.007	0.001	0.006
Si	8.222	-2.675	19.026	0.008	-0.017	0.031
Si	10.876	-0.018	19.129	0.004	-0.006	-0.025
Si	-2.725	2.729	19.123	0.003	-0.008	-0.025
Si	10.902	5.433	18.897	-0.018	0.038	0.015
Si	-2.633	8.274	19.01	-0.011	-0.042	0.01
Si	10.763	10.811	19.023	-0.008	0.047	0.03
Si	-2.708	-2.661	19.052	0.024	-0.02	0.013
Si	-1.343	1.312	20.418	0.004	0.033	0.052
Si	1.361	4.129	20.252	0.024	-0.002	-0.037
Si	-1.348	6.867	20.407	0.007	0.015	0.008
Si	1.473	9.427	20.439	-0.023	-0.029	0.095
Si	-1.415	12.342	20.531	0.012	0.002	0.061
Si	1.3	-1.243	20.471	-0.035	0.013	0.072
Si	4.079	1.366	20.451	-0.017	0.005	0.004
Si	6.895	3.94	20.367	0.018	0.024	0.053
Si	3.956	6.754	20.35	-0.017	-0.021	0.052
Si	6.781	9.569	20.304	0.008	0.001	0.03
Si	4.211	12.165	20.411	-0.039	0.015	0.087
Si	6.783	-1.391	20.379	-0.019	0.006	-0.005
Si	9.411	1.415	20.288	0.058	-0.015	0.042
Si	-4.134	4.149	20.389	-0.022	-0.008	0.092
Si	9.602	6.693	20.382	-0.041	0.004	0.067
Si	-4.1	9.539	20.346	-0.003	-0.014	0.008
Si	9.467	12.207	20.439	-0.032	-0.012	-0.033
Si	-4.064	-1.37	20.511	-0.004	0.034	0.06
Si	-2.561	-0.118	21.887	-0.105	0.07	-0.647
Si	0.491	2.328	21.48	0.296	-0.368	-0.497
Si	-3.172	5.953	21.599	-0.238	0.185	-0.612
Si	0.41	7.762	21.76	0.002	0.064	0.047
Si	-3.313	11.406	21.619	-0.041	0.048	-0.038
Si	-0.276	-2.346	21.883	0.433	-0.29	-0.178
Si	2.23	0.573	21.724	-0.01	0.015	0.022
Si	5.97	2.162	21.653	0.013	-0.051	0.002
Si	2.078	5.929	21.623	-0.042	0.28	-0.505
Si	5.127	8.418	21.476	0.051	-0.095	0.051
Si	3.495	10.174	21.479	-0.101	-0.072	-0.716
Si	5.917	-3.155	21.732	0.004	0.01	0.075
Si	7.705	0.436	21.583	-0.01	-0.004	0.052
Si	10.413	3.104	21.567	-0.222	0.342	-0.557
Si	8.698	4.877	21.598	0.069	0.004	-0.008
Si	11.398	7.65	21.555	0.023	-0.075	-0.009
Si	11.272	-3.189	21.673	-0.053	-0.021	0.071
Si	7.593	11.326	21.671	-0.126	0.29	-0.431
Si	-0.76	0.636	26	0.054	0.148	0.042
Si	7.338	1.705	25.776	-0.054	-0.078	-0.174
Si	2.647	3.253	28.658	-0.182	-0.006	0.042
Si	3.498	5.125	24.177	0.06	0.059	-0.035
Si	-0.072	8.987	23.807	0.07	-0.401	-0.617
Si	2.571	10.698	24.295	0.033	0.021	0.057
Si	2.84	-0.294	23.863	-0.185	0.292	-0.612
Si	5.356	7.599	28.001	-0.019	0.052	0.008
Si	5.628	3.031	23.803	0.149	-0.314	-0.526
Si	-5.093	8.722	23.585	-0.058	-0.455	-0.528
Si	7.824	5.371	23.69	0.284	-0.055	-0.607
Si	4.924	9.701	25.836	-0.078	-0.11	-0.037
Si	3.165	5.864	27.123	0.071	-0.006	-0.014
Si	-4.186	1.902	23.861	-0.043	-0.055	-0.125
Si	-0.192	3.056	24.427	0.084	-0.025	0.06
Si	-2.606	4.647	24.416	-0.021	-0.008	-0.081
Si	9.171	10.832	24.134	-0.011	-0.087	-0.083
Si	-0.85	-2.289	25.956	0.108	-0.063	0.04
Si	-6.464	-3.288	29.974	-0.128	0.083	-0.018
Si	1.998	-2.011	32.771	-0.096	0.036	0.078
Si	10.007	8.898	26.166	-0.046	-0.016	-0.062
Si	8.213	-0.362	23.727	-0.118	0.285	-0.658
Si	-3.74	8.895	27.551	0.096	-0.066	0.033
Si	-2.772	10.508	23.68	-0.145	0.303	-0.569
Si	1.322	7.934	28.462	-0.008	0.005	0.052
Si	-1.194	1.959	33.041	0.417	-0.126	0.621
Si	9.034	4.302	26.219	0.06	0.027	-0.076
Si	2.962	-1.495	29.862	-0.021	-0.044	0.002
Si	7.631	9.717	33.209	-0.493	0.051	0.418
Si	8.455	6.822	28.027	-0.02	-0.117	-0.076
Si	8.679	-0.594	30.828	-0.085	0.001	-0.05
Si	1.889	1.759	26.045	-0.022	-0.057	-0.062
Si	9.206	5.633	30.714	-0.04	-0.005	0.01
Si	3.091	7.708	33.211	0.088	0.008	0.114
Si	3.657	8.642	30.232	0.016	-0.024	0.023
Si	-1.011	6.295	33.275	-0.086	0.495	0.555
Si	-3.296	4.389	33.403	-0.191	0.049	0.586
Si	5.616	7.49	23.613	-0.015	0.298	-0.696
Si	6.785	-1.077	33.1	0.451	-0.173	0.531
Si	5.506	10.97	31.193	0.152	-0.085	0.14
Si	7.526	3.87	32.365	-0.025	0.1	0.044
Si	1.257	2.838	31.211	-0.029	-0.033	0.013
Si	-2.523	-0.982	29.761	0.093	-0.043	-0.039
Si	-2.516	9.044	30.248	-0.046	-0.015	0.069
Si	-2.963	6.106	27.05	0.099	0.093	-0.08
Si	-6.415	1.764	32.37	0.064	0.016	0.007
Si	-0.79	-3.259	32.93	0.029	-0.344	0.545
Si	5.534	-2.023	23.815	0.032	-0.437	-0.683
Si	5.484	1.611	32.626	-0.056	0.057	0.192
Si	3.565	1.273	30.427	-0.082	0.063	0.014
Si	1.569	4.91	33.442	0.331	-0.334	0.476
Si	0.11	-2.422	28.986	-0.095	0.036	0.074
Si	-1.004	8.239	26.646	-0.018	0.04	0.018
Si	-3.667	-3.521	25.709	-0.02	-0.125	-0.138
Si	-2.283	4.176	29.319	0.1	0.144	-0.013
Si	1.034	-2.907	23.844	-0.327	0.075	-0.644
Si	-2.621	1.571	28.232	0.046	0.025	-0.068
Si	-0.721	6.597	30.337	-0.052	0.076	0.086
Si	5.937	-3.911	26.198	0.001	0.12	0.057
Si	10.388	-2.689	23.811	0.261	-0.158	-0.706
Si	5.486	-3.236	29.019	-0.03	-0.025	0.018
Si	-5.303	2.029	26.713	-0.065	0.016	-0.093
Si	-6.284	-4.648	32.659	0.106	0.093	0.029
Si	-2.641	-0.814	32.674	-0.08	0.093	0.143
Si	8.58	0.265	27.895	-0.004	0.056	0.074
Si	-1.292	11.701	30.22	0.001	0.022	0.098
Si	8.002	-2.621	27.807	-0.108	0.013	0.017
Si	4.6	-3.332	33.44	0.253	-0.263	0.559
Si	-3.747	-3.389	28.657	0.025	0.096	-0.08
Si	-4.852	3.707	31.007	-0.034	0.172	-0.003
Si	-4.175	9.544	32.911	0.334	-0.008	0.621
Si	-6.605	7.477	33.21	0.048	-0.229	0.677
Si	-1.357	1.378	9.5	0.009	0.024	0.005
Si	1.357	4.071	9.513	-0.023	-0.02	0.001
Si	-1.35	6.806	9.539	0.015	0.016	-0.008
Si	1.369	9.53	9.532	0.016	0.026	0.005
Si	-1.368	12.237	9.53	-0.02	-0.035	-0.001
Si	1.363	-1.357	9.528	0.001	-0.006	-0.001
Si	4.097	1.37	9.532	0.024	0.017	0.003
Si	6.808	4.078	9.499	0.006	0.015	-0.002
Si	4.076	6.787	9.511	-0.019	-0.028	-0.006
Si	6.799	9.515	9.518	-0.003	-0.012	-0.011
Si	4.088	12.255	9.526	0.01	0.012	0.016
Si	6.789	-1.36	9.519	-0.013	-0.013	0.007
Si	9.513	1.349	9.512	-0.018	-0.02	0.008
Si	12.237	4.076	9.523	0	-0.015	-0.001
Si	9.535	6.79	9.512	0.004	0.017	0.007
Si	12.23	9.509	9.535	-0.012	-0.015	0.007
Si	9.521	12.252	9.529	0.019	0.015	-0.004
Si	12.239	-1.345	9.509	0.005	0.015	0.003
Si	13.603	0.013	10.865	0.004	-0.003	-0.002
Si	-0.002	2.72	10.878	0.006	-0.003	0.006
Si	13.599	5.442	10.884	-0.004	-0.001	0.004
Si	0.01	8.168	10.892	-0.007	-0.001	0.002
Si	13.596	10.878	10.885	-0.002	0.005	0.003
Si	-0.001	13.603	10.881	0.004	0.008	-0.002
Si	2.726	0.002	10.881	-0.005	0	0.002
Si	5.455	2.729	10.881	-0.001	-0.007	0.006
Si	2.715	5.436	10.876	0	0.006	0.002
Si	5.437	8.153	10.871	0.002	0.006	-0.001
Si	2.724	10.894	10.885	0.002	-0.011	0
Si	5.444	13.601	10.893	-0.003	0.001	0.004
Si	8.155	-0.005	10.878	0.001	0.003	0.003
Si	10.88	2.708	10.872	-0.001	0.015	0.005
Si	8.163	5.435	10.864	0.007	-0.008	-0.004
Si	10.876	8.15	10.889	0.002	-0.007	0.003
Si	8.158	10.881	10.879	-0.004	0.002	-0.002
Si	10.889	13.61	10.879	0	-0.012	0.005
Si	-1.363	-1.352	12.231	-0.009	0.001	-0.007
Si	1.35	1.349	12.238	-0.002	0.007	-0.005
Si	-1.353	4.087	12.238	0.005	-0.006	-0.001
Si	1.372	6.807	12.248	-0.002	-0.008	-0.003
Si	-1.361	9.523	12.242	0.001	0.001	-0.004
Si	1.357	12.25	12.247	-0.003	-0.005	-0.001
Si	4.08	-1.359	12.244	0.006	-0.006	-0.003
Si	6.805	1.363	12.242	-0.003	0.004	0.001
Si	4.075	4.075	12.234	0.002	-0.001	-0.007
Si	6.803	6.795	12.228	0.003	-0.005	-0.001
Si	4.082	9.521	12.231	-0.006	0.006	-0.006
Si	6.797	12.229	12.251	0	0.005	-0.002
Si	9.515	-1.367	12.236	0	0.007	-0.003
Si	12.243	1.358	12.24	0.001	0	0.002
Si	9.521	4.072	12.222	-0.004	0	-0.002
Si	12.236	6.797	12.25	-0.004	0.021	0.008
Si	9.525	9.527	12.239	0.005	-0.012	-0.006
Si	12.251	12.252	12.243	0.002	-0.013	0.001
Si	-0.01	-0.009	13.609	-0.001	-0.013	-0.01
Si	2.709	2.708	13.588	-0.017	-0.023	-0.011
Si	0.007	5.449	13.602	0.012	0.021	0.004
Si	2.732	8.174	13.607	0.024	0.018	-0.004
Si	-0.009	10.889	13.6	-0.017	-0.016	-0.002
Si	2.719	13.607	13.608	0.006	0.016	0.004
Si	5.44	0.002	13.595	0.006	0.013	-0.006
Si	8.176	2.718	13.594	0.022	0.021	-0.011
Si	5.436	5.434	13.585	-0.015	-0.003	0.006
Si	8.162	8.163	13.585	0.008	0.021	0.006
Si	5.426	10.871	13.61	-0.012	-0.031	-0.005
Si	8.163	13.587	13.603	-0.007	-0.022	0.002
Si	10.876	-0.012	13.594	-0.01	-0.015	0.004
Si	-2.709	2.723	13.594	0.014	0.02	0.003
Si	10.868	5.427	13.593	-0.017	-0.029	-0.008
Si	-2.725	8.169	13.601	-0.007	-0.016	-0.002
Si	10.898	10.886	13.597	0.01	0.029	-0.01
Si	-2.708	13.614	13.607	0.013	0.015	-0.011
O	-1.012	1.718	24.838	-0.534	-0.301	-0.354
O	2.776	0.785	25.093	0.172	0.241	0.104
O	-0.019	3.063	22.844	-0.197	0.473	0.035
O	-1.686	2.846	28.61	0.436	-0.069	-0.025
O	-0.543	8.146	25.106	-0.168	-0.516	-0.064
O	-1.948	0.696	27.064	-0.258	-0.512	-0.187
O	3.577	10.36	23.098	0.434	0.011	0.24
O	-3.321	5.396	25.649	-0.606	-0.1	0.041
O	7.872	10.681	23.178	-0.459	-0.198	0.137
O	7.127	6.856	23.779	0.25	0.379	0.075
O	8.332	0.896	24.761	0.609	0.28	-0.012
O	-1.269	10.086	30.192	0.472	-0.22	-0.167
O	-2.401	-2.591	25.942	-0.012	0.523	-0.005
O	8.225	8.187	33.182	-0.424	-0.476	0.184
O	9.039	10.066	25.56	-0.508	0.243	0.409
O	-0.265	-2.428	27.432	0.212	-0.303	0.112
O	10.111	14.122	0.177	-0.067	0.103	-0.288
O	4.836	0.921	31.331	0.102	-0.346	-0.17
O	8.368	16.106	0.843	0.223	0.086	-0.313
O	-5.43	8.527	32.838	0.019	0.101	-0.088
O	1.623	-0.726	33.666	0.083	0.275	-0.32
O	-3.154	9.139	31.723	0.109	-0.099	0.052
O	7.316	4.779	33.684	0.331	0.093	-0.128
O	4.196	-2.482	29.583	-0.025	-0.246	-0.056
O	0.694	-2.873	32.384	0.095	-0.067	-0.539
O	-4.188	-3.899	27.193	-0.45	-0.35	0.079
O	6.919	7.282	28.055	0.032	0.16	-0.079
O	2.164	7.097	27.371	-0.3	-0.003	-0.438
O	-0.054	-3.286	24.986	-0.026	-0.366	0.315
O	-2.462	5.685	32.869	-0.354	0.127	-0.437
O	2.128	12.221	23.992	0.431	0.096	-0.109
O	-3.217	11.484	24.895	-0.101	-0.12	0.355
O	0.191	8.741	27.624	0.222	0.592	-0.023
O	4.348	-0.905	23.725	0.027	0.335	-0.046
O	-6.254	-3.422	33.707	0.203	0.533	-0.324
O	-1.441	-1.234	22.402	0.116	-0.21	0.262
O	-3.141	-1.302	31.222	-0.543	-0.479	0.007
O	4.692	7.646	29.478	0.27	-0.513	0.286
O	-2.36	3.068	33.275	0.124	-0.306	0.166
O	0.663	0.929	26.705	0.181	-0.359	0.44
O	6.718	-2.213	28.733	-0.087	0.48	0.061
O	3.308	0.024	29.435	-0.006	0.139	-0.614
O	-0.951	-1.437	29.742	0.348	0.309	0.094
O	6.67	10.089	31.93	-0.114	-0.201	-0.308
O	-0.398	6.896	31.897	0.257	0.504	0.002
O	5.22	-3.007	25.068	-0.548	-0.29	0.264
O	-1.463	6.731	27.038	0.56	-0.516	0.013
O	-0.694	-0.813	25.345	-0.175	0.048	-0.562
O	5.325	8.568	24.771	0.021	0.17	0.019
O	1.305	9.717	24.229	0.193	-0.155	0.327
O	3.252	8.002	31.647	-0.162	-0.224	-0.126
O	-5.933	4.624	30.233	0.176	-0.211	-0.438
O	8.954	-3.603	28.669	0.031	-0.513	-0.193
O	3.839	2.612	29.553	0.765	0.044	0.07
O	8.797	-1.274	27.419	0.401	-0.064	-0.249
O	-0.041	5.052	33.715	-0.312	-0.569	0.151
O	-4.945	-3.653	29.673	0.268	-0.155	0.272
O	-6.601	-1.726	30.354	0.401	0.294	-0.163
O	6.928	-1.262	24.167	0.217	-0.21	0.19
O	-3.859	-0.758	33.723	-0.593	-0.132	-0.558
O	5.423	-1.969	33.088	-0.066	0.344	0.034
O	-2.3	9.216	26.842	-0.02	0.37	-0.068
O	-2.708	5.614	23.135	0.371	0.003	0.289
O	-5.67	1.651	33.781	0.157	0.141	-0.164
O	2.911	5.258	25.664	-0.372	-0.175	0.065
O	-4.749	-2.632	24.915	0.027	0.299	0.266
O	-1.949	7.568	29.923	-0.215	-0.282	-0.445
O	-0.182	2.446	31.846	-0.11	-0.095	-0.279
O	-3.535	9.082	23.928	0.322	-0.524	0.018
O	0.032	-3.92	29.613	0.481	-0.308	0.054
O	4.588	6.259	23.842	-0.194	-0.068	-0.257
O	4.137	3.644	23.994	-0.443	-0.331	-0.049
O	-5.027	9.602	26.88	-0.105	0.725	-0.053
O	7.922	3.143	26.189	-0.113	0.156	0.191
O	10.537	8.028	24.888	-0.213	-0.468	0.175
O	-1.179	10.173	23.597	0.251	0.46	-0.228
O	-3.063	5.039	28.224	-0.408	-0.16	-0.078
O	9.872	1.113	27.409	0.065	0.081	0.119
O	2.287	5.33	23.139	-0.461	-0.062	0.281
O	-5.871	3.54	26.458	0.238	0.436	-0.136
O	8.339	0.296	29.506	-0.228	0.434	0.007
O	6.213	2.967	32.15	-0.199	0.115	-0.221
O	2.335	8.873	29.311	-0.254	0.51	-0.036
O	3.437	10.351	25.626	-0.281	-0.001	0.402
O	7.442	-3.383	26.5	0.377	-0.27	-0.244
O	-3.347	0.716	23.093	-0.041	-0.103	0.154
O	-6.871	-4.185	31.238	-0.585	-0.33	-0.071
O	-1.155	5.057	30.068	0.082	-0.266	0.165
O	4.75	-4.422	32.264	-0.116	-0.281	-0.109
O	9.554	-1.29	23.813	0.456	0.02	0.101
O	-3.637	9.335	29.11	-0.366	0.405	0.199
O	-5.422	2.206	31.174	0.081	-0.597	-0.516
O	6.006	10.888	25.692	0.559	0.083	-0.459
O	3.031	-2.942	33.592	-0.268	-0.396	0.582
O	5.931	1.962	25.009	-0.567	-0.258	0.247
O	10.852	2.382	22.984	-0.022	-0.039	0.187
O	2.275	1.579	31.378	-0.157	-0.462	0.333
O	1.833	-1.529	24.19	0.009	0.01	0.168
O	2.707	-1.488	31.443	0.137	0.178	0.04
O	1.809	4.135	32.03	0.213	0.245	-0.341
O	12.173	12.429	0.064	0.282	-0.015	-0.362
O	2.667	2.413	27.278	0.511	0.029	-0.027
O	7.435	-1.293	31.611	-0.234	-0.347	-0.443
O	5.029	9.024	27.301	0.051	0.492	0.227
O	1.631	-1.936	29.091	0.067	0.048	-0.403
O	4.397	10.038	30.501	-0.032	0.071	-0.324
O	8.971	5.142	24.827	0.58	0.401	-0.015
O	5.087	-3.874	27.579	-0.57	-0.264	-0.09
O	-4.629	4.288	32.496	-0.51	-0.015	0.292
O	-7.345	10.603	33.188	0.338	0.257	0.376
O	-1.514	-4.117	31.751	-0.204	-0.257	0.141
O	-1.055	4.363	24.82	0.384	0.395	0.414
O	8.952	6.722	29.559	0.183	0.622	0.205
O	4.69	6.389	27.164	0.346	-0.313	-0.32
O	1.247	2.963	25.153	0.389	0.596	0.031
O	6.056	-4.368	30.03	0.386	-0.057	-0.093
O	7.848	4.808	31.082	-0.423	0.275	-0.344
O	-3.358	-1.813	28.651	-0.093	0.365	-0.527
O	9.415	12.417	24.291	-0.431	0.084	0.258
O	-4.797	11.023	32.608	0.152	0.571	-0.162
O	-2.489	-4.192	29.235	-0.097	-0.082	-0.287
O	10.45	10.162	23.365	0.082	0.172	-0.284
O	8.767	2.877	32.577	0.181	0.123	0.498
O	2.114	6.437	33.372	-0.022	0.107	-0.052
O	9.249	7.959	27.212	-0.142	0.134	-0.124
O	8.686	5.358	27.387	0.008	-0.077	0.089
O	-3.404	3.651	30.339	0.235	-0.225	-0.024
O	-6.622	6.367	32.052	0.12	-0.181	-0.085
O	2.932	4.784	28.29	0.184	0.305	0.409
O	6.667	4.266	23.958	-0.187	0.129	0.306
O	-6.996	0.332	31.97	0.144	-0.172	0.423
O	-1.583	-1.887	33.25	0.224	0.135	0.69
O	-3.281	3.226	24.067	0.024	0.141	-0.007
O	6.482	0.521	33.276	0.527	0.065	0.372
O	-1.91	0.609	32.499	-0.006	-0.001	-0.038
O	0.6	6.918	29.488	0.196	-0.176	0.015
O	1.301	3.17	29.602	-0.483	0.197	-0.304
O	-4.003	7.299	27.375	-0.374	-0.181	-0.014
O	-2.715	0.592	29.504	-0.189	0.188	0.363
O	-4.756	1.417	25.304	-0.07	-0.386	0.067
O	4.341	1.965	33.7	-0.021	-0.039	-0.297
O	-4.068	2.099	27.752	-0.079	0.194	0.349
O	7.251	0.844	27.147	-0.597	-0.191	0.211

Results
total energy: -101218.805 eV
total energy less fixed offsets of O -438.35, Si -107.03 eV per atom: -3.955 eV
